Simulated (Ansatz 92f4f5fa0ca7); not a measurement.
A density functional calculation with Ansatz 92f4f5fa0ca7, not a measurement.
Periodic cell of 221 atoms, Si132O87H1N1, from a study of silicon, its oxide and their interface. The atomic structure is a simulated model.

Settings: functional PBE; potential files Ansatz PAW; basis plane waves; wave-function cutoff 700 eV; density cutoff ratio 5; exchange-correlation grid ratio 1; k mesh 2 x 2 x 1, shifted by 0.5 0.5 0.5 of a step; self-consistency stop 5e-08 eV per atom in the density residual; occupations fixed; spin none; net charge 0.

Cell vectors (angstrom)
a	10.938	0	0
b	0	10.938	0
c	0	0	33.3659

Atoms: element, x, y, z (angstrom)
Si	-0.2034	0.1967	25.8016
Si	5.9738	-0.5533	25.8173
Si	2.8583	2.7995	25.8932
Si	8.346	2.3187	25.966
Si	-0.481	6.0087	25.7788
Si	5.3658	5.694	25.8517
Si	3.0192	7.84	25.8785
Si	8.2261	8.2228	26.1984
Si	1.4205	1.3592	27.1156
Si	6.8655	1.1434	27.2862
Si	4.225	4.1073	27.2301
Si	9.5247	4.1277	27.0404
Si	1.3293	6.7959	27.1752
Si	6.8132	6.8031	27.3442
Si	4.1853	9.4728	27.1362
Si	9.687	9.6234	27.3092
Si	2.7725	-0.0364	28.5054
Si	8.2645	-0.0612	28.6775
Si	0.0144	2.7648	28.4889
Si	5.5276	2.6673	28.5722
Si	2.7394	5.433	28.5622
Si	8.2212	5.4035	28.582
Si	0.0722	8.1898	28.6063
Si	5.463	8.1947	28.6391
Si	4.1018	1.3673	29.9476
Si	9.5708	1.3673	29.9476
Si	1.3673	4.1018	29.9476
Si	6.8362	4.1018	29.9476
Si	4.1018	6.8362	29.9476
Si	9.5708	6.8362	29.9476
Si	1.3673	9.5708	29.9476
Si	6.8362	9.5708	29.9476
Si	0	0	31.3149
Si	5.469	0	31.3149
Si	2.7345	2.7345	31.3149
Si	8.2035	2.7345	31.3149
Si	0	5.469	31.3149
Si	5.469	5.469	31.3149
Si	2.7345	8.2035	31.3149
Si	8.2035	8.2035	31.3149
Si	1.3673	1.3673	32.6821
Si	6.8362	1.3673	32.6821
Si	4.1018	4.1018	32.6821
Si	9.5708	4.1018	32.6821
Si	1.3673	6.8362	32.6821
Si	6.8362	6.8362	32.6821
Si	4.1018	9.5708	32.6821
Si	9.5708	9.5708	32.6821
Si	2.7345	0	0.6835
Si	8.2035	0	0.6835
Si	0	2.7345	0.6835
Si	5.469	2.7345	0.6835
Si	2.7345	5.469	0.6835
Si	8.2035	5.469	0.6835
Si	0	8.2035	0.6835
Si	5.469	8.2035	0.6835
Si	4.1018	1.3673	2.0507
Si	9.5708	1.3673	2.0507
Si	1.3673	4.1018	2.0507
Si	6.8362	4.1018	2.0507
Si	4.1018	6.8362	2.0507
Si	9.5708	6.8362	2.0507
Si	1.3673	9.5708	2.0507
Si	6.8362	9.5708	2.0507
Si	0	0	3.418
Si	5.469	0	3.418
Si	2.7345	2.7345	3.418
Si	8.2035	2.7345	3.418
Si	0	5.469	3.418
Si	5.469	5.469	3.418
Si	2.7345	8.2035	3.418
Si	8.2035	8.2035	3.418
Si	1.2429	1.503	4.754
Si	6.8132	1.3915	4.8131
Si	4.1082	4.0766	4.8155
Si	9.5228	4.141	4.8543
Si	1.3647	6.8345	4.7642
Si	6.775	6.9053	4.8214
Si	4.1225	9.5748	4.7927
Si	9.5635	9.5765	4.6642
Si	2.6294	0.0456	5.9178
Si	8.2698	-0.0038	6.0271
Si	-0.0513	2.8595	6.3361
Si	5.4471	2.6939	6.2862
Si	2.723	5.4968	6.1484
Si	8.0857	5.491	6.1994
Si	-0.0706	8.2126	6.0064
Si	5.505	8.3327	6.3183
Si	3.6603	1.5256	7.3646
Si	9.7944	1.0673	7.4484
Si	1.6127	4.0204	7.6692
Si	6.5147	4.3758	7.6246
Si	4.2879	6.6618	7.4631
Si	9.3278	7.102	7.3623
Si	1.095	9.8225	7.2108
Si	7.2625	9.4863	7.5695
O	1.8746	3.8891	25.151
O	7.1531	9.2622	25.3969
O	2.7277	2.8196	7.7947
O	8.3116	8.2568	8.0294
O	5.3738	5.5214	7.9579
O	0.0468	-0.0103	7.8419
O	4.1624	6.7373	25.3512
O	9.5444	1.2952	25.3918
O	1.8491	9.1295	8.4596
N	1.3563	4.5918	9.3401
O	9.0112	1.3294	8.883
O	6.98	10.4844	8.8944
O	3.6934	0.6713	8.7973
O	3.5687	7.1624	8.8536
O	7.0419	3.8977	9.1316
O	10.2352	6.2733	8.4625
O	3.8542	2.1173	24.7619
O	5.4284	0.0128	24.3582
O	7.2277	2.7042	24.7844
O	11.1243	5.6995	24.2924
O	9.2848	7.1536	25.4242
O	2.3038	8.4597	24.526
O	6.2169	5.1548	24.5192
O	0.3837	10.361	24.4412
Si	2.4197	8.0873	9.5303
Si	11.0742	6.7687	14.4149
Si	0.0167	-5.1286	17.2299
Si	4.1728	0.8711	23.7588
Si	7.4404	-2.0089	20.3525
Si	8.2951	0.8228	21.2612
Si	1.7242	9.7431	23.7061
Si	10.5257	9.5114	14.421
Si	3.9406	9.7899	11.7553
Si	4.9432	16.1486	12.0384
Si	6.9516	1.8086	16.8167
Si	4.6349	7.4771	20.2578
Si	13.2741	8.5649	14.1154
Si	3.7433	1.4967	10.2124
Si	7.9351	11.4785	9.8345
Si	1.7336	8.3807	20.8271
Si	2.5415	-5.3992	21.2915
Si	2.1938	4.0012	10.7953
Si	8.2777	4.4066	17.5557
Si	6.957	3.9275	23.7257
Si	12.6327	3.6523	18.8552
Si	6.3511	3.0976	10.3926
Si	4.5485	2.9752	18.4381
Si	7.9654	-0.2471	15.0309
Si	10.5621	4.646	12.2732
Si	-1.3615	3.1421	22.595
Si	6.2572	7.9057	12.3149
Si	8.5852	9.6432	12.2898
Si	5.5613	2.3313	21.4236
Si	12.0322	4.4207	23.8372
Si	9.8756	2.7155	19.7128
Si	11.2068	5.9199	9.7119
Si	-5.3316	5.8833	17.6836
Si	-0.851	-2.5906	19.0764
Si	8.0225	10.1188	17.7478
Si	4.8195	6.786	14.6709
O	7.6499	10.3012	13.488
O	7.007	9.5567	18.8967
O	7.8504	8.1863	12.0215
O	-1.5854	1.194	20.0518
O	4.5856	5.4842	13.6436
O	7.535	9.6484	16.244
O	-1.4084	-1.3828	18.0972
O	4.8905	13.5421	9.9093
O	5.4649	9.2338	11.7922
O	1.1933	7.2019	10.1304
O	7.0977	1.1261	15.3198
O	8.4808	4.2329	23.1723
O	5.6624	6.5989	11.5142
O	1.4979	6.7836	21.1047
O	-2.1298	8.0107	20.0986
O	10.143	9.6006	12.8109
O	15.758	4.4967	17.9552
O	6.0565	8.1445	20.8628
O	2.8341	-0.0212	23.6699
O	3.1717	9.5739	13.1671
O	6.0116	3.5297	22.4494
O	9.9547	3.5913	21.0833
O	2.259	4.3579	20.2121
O	-5.914	7.0079	18.7275
O	0.5422	-2.0893	19.7962
O	8.6413	10.5226	10.9364
O	11.6741	6.2799	15.8503
O	12.1159	4.1766	12.0695
O	9.6367	10.6927	15.1513
O	10.367	5.5522	13.6193
O	0.4364	2.6274	19.0807
O	4.0202	11.375	11.4101
O	1.3691	7.3753	13.4934
O	12.1361	9.5814	14.8013
O	7.2161	5.6049	17.9278
O	3.4789	-3.2232	14.9477
O	12.0793	4.8567	17.9122
O	10.9953	3.222	23.4015
O	5.9741	18.6207	13.92
O	2.2257	4.8517	22.7414
O	6.8596	1.5004	20.9363
O	5.3515	-4.6159	16.135
O	1.4603	-1.6705	22.172
O	-2.1483	3.5566	18.8425
O	9.5858	5.0141	16.8091
O	9.5986	3.3379	12.3922
O	4.5194	1.3845	22.2509
O	3.3195	-2.4211	20.2887
O	2.9295	2.7624	18.2322
O	3.5697	4.8323	11.2148
O	6.0772	4.0254	11.7359
O	10.0262	7.9817	14.7997
O	-6.0522	2.8519	20.0383
O	7.8972	11.7662	17.7466
O	7.9797	-0.7903	21.3578
O	4.0777	6.1614	21.123
O	8.9516	1.5996	22.5712
O	2.4475	2.3933	10.6337
O	18.474	3.3158	16.5969
O	3.0699	8.9468	10.7069
O	10.215	5.5538	10.9545
O	7.1785	1.7194	10.6877
O	10.5035	-3.9149	18.2197
O	5.452	1.9469	17.5051
H	8.8481	3.3909	13.0016

Results
free energy: -133811.144 eV
free energy less fixed offsets of H -17.10, N -388.26, O -569.03, Si -635.61 eV per atom: 0.346 eV

Forces (eV/angstrom), in the order of the atoms: element, x, y, z
Si	-0.0249	0.01	-0.0452
Si	0.0434	-0.01	-0.031
Si	0.0015	0.0179	-0.0549
Si	-0.009	-0.0353	-0.0128
Si	-0.0128	0.0436	-0.0317
Si	-0.0154	0.0097	-0.0526
Si	0.0048	-0.0134	-0.021
Si	-0.004	0.0042	-0.022
Si	-0.0011	-0.0177	0.0084
Si	-0.0105	-0.0061	-0.0105
Si	0.0063	0.0132	0.0238
Si	-0.0008	-0.0055	0.0074
Si	0.016	0.0199	-0.01
Si	-0.008	-0.0125	0.002
Si	0.006	-0.0013	0.0118
Si	-0.0131	0.0007	-0.0023
Si	0.0046	0.001	0.0018
Si	0.0051	0.0124	-0.0044
Si	-0.0068	0.0048	-0.0041
Si	-0.0085	0.0011	-0.0148
Si	0.002	0.0117	-0.0139
Si	0.0209	-0.0116	0.0047
Si	-0.0082	-0.0082	0.0021
Si	-0.0121	-0.0047	-0.0079
Si	-0.0734	-0.1655	-0.302
Si	0.3126	0.4773	-0.0265
Si	-0.0374	-0.1656	-0.1694
Si	0.1571	-0.4087	0.0947
Si	-0.376	-0.1053	0.1403
Si	0.0779	-0.1256	-0.2161
Si	0.478	0.1257	0.0159
Si	0.0313	-0.2498	0.5522
Si	0.1315	0.1502	-0.0474
Si	0.0061	0.007	0.0052
Si	-0.0889	-0.0537	-0.051
Si	0.0176	0.077	0.0342
Si	-0.0265	0.038	-0.0122
Si	-0.0908	-0.0449	-0.0504
Si	0.004	0.0343	0.0293
Si	-0.1363	-0.0387	0.0209
Si	0.0111	-0.0428	0.0247
Si	0.0358	-0.0425	-0.0071
Si	0.0132	-0.004	-0.0024
Si	-0.0079	-0.035	0.0006
Si	0.0508	0.0159	-0.0099
Si	0.0912	-0.0153	0.0179
Si	-0.007	-0.0478	-0.0059
Si	-0.0009	-0.0123	-0.0084
Si	0.0269	-0.0164	-0.0202
Si	-0.0609	0.0602	-0.0141
Si	-0.0199	0.0389	0.0078
Si	-0.0254	0.0097	0.0247
Si	-0.0745	0.0652	-0.0136
Si	0.0163	-0.0165	-0.0159
Si	-0.0142	-0.0257	0.0212
Si	-0.0324	0.056	0.0005
Si	-0.0789	-0.0883	0.0473
Si	0.0253	-0.1151	-0.0484
Si	0.0869	-0.0085	-0.0132
Si	0.0996	0.0663	0.0555
Si	-0.0501	-0.0769	-0.014
Si	-0.1009	-0.0418	0.0193
Si	0.1391	0.156	0.0313
Si	0.0514	-0.0552	-0.0211
Si	-0.0074	0.5067	-0.5402
Si	0.0752	0.0923	0.0749
Si	-0.0857	0.2431	-0.0835
Si	-0.0029	0.1039	0.3421
Si	-0.1855	-0.1526	0.1799
Si	-0.151	0.1309	0.2753
Si	0.2175	-0.0474	0.0532
Si	-0.3917	-0.2551	-0.3764
Si	-0.0041	0.0113	0.0154
Si	-0.0293	0.0256	0.0032
Si	-0.0067	0.0076	0.0064
Si	0.0076	-0.0149	-0.013
Si	0.0087	-0.0159	0.0029
Si	-0.0033	-0.009	0.0048
Si	0.0196	-0.0213	0.0115
Si	-0.0148	0.0015	0.0124
Si	0.0215	-0.0112	-0.0001
Si	-0.0108	-0.0038	0.0233
Si	0.0003	-0.0134	-0.0263
Si	0.0135	0.005	-0.0318
Si	-0.0299	0.0135	0.011
Si	0.0192	0.0026	0.0086
Si	0.0062	0.0227	-0.0135
Si	0.0115	-0.0113	-0.0332
Si	-0.046	-0.0016	0.0293
Si	0.0025	-0.0515	0.0412
Si	0.0373	0.008	0.0337
Si	-0.0121	0.0372	0.0377
Si	-0.011	-0.041	0.0318
Si	-0.0156	0.0096	0.0325
Si	-0.0456	0.0691	-0.0593
Si	0.0537	0.0152	0.0303
O	0.0026	-0.0127	-0.0108
O	-0.0193	0.0162	-0.0111
O	-0.0094	0.0041	0.0205
O	-0.0121	0.012	0.0172
O	0.0138	-0.0148	0.0222
O	-0.0237	0.0201	0.0271
O	0.0081	-0.0052	-0.015
O	0.021	-0.0061	-0.018
O	-0.0259	0.0546	-0.0527
N	-0.0027	-0.0095	-0.0078
O	-0.003	-0.0119	-0.0096
O	0.0245	-0.0169	-0.0109
O	-0.0001	0.0056	0.0129
O	0.0152	-0.012	-0.0235
O	-0.0258	-0.0126	-0.01
O	0.0052	0.0152	-0.0012
O	-0.0155	-0.0144	-0.0023
O	-0.0046	0.0045	0.0207
O	0.0192	0.0297	-0.0076
O	-0.0124	-0.0211	0.0207
O	0.0127	-0.0139	-0.0262
O	0.0079	0.0116	0.0039
O	-0.0205	-0.0124	0.0144
O	0.0129	0.0065	0.015
Si	0.0113	-0.1273	0.019
Si	-0.0023	-0.0045	-0.0027
Si	0.0037	0.0047	-0.006
Si	-0.0114	0	-0.0045
Si	-0.0005	0.0024	0.005
Si	0.0017	-0.0033	0.0021
Si	-0.0006	0.0043	-0.0013
Si	-0.0001	0.0026	-0.0035
Si	0.0447	0.014	0.0361
Si	0.0021	0.0021	0.001
Si	-0.0013	-0.0024	-0.0063
Si	0.0042	-0.0055	0.0016
Si	-0.0045	0	0.0097
Si	0.002	0.0016	0.0126
Si	0.004	-0.0035	0.012
Si	-0.005	0.002	0.0014
Si	0.0038	-0.0016	0.0003
Si	0.001	-0.0058	-0.0001
Si	-0.003	0.001	-0.0016
Si	0.0079	0.0004	0.0033
Si	0.0031	-0.0055	-0.0003
Si	-0.0034	-0.0049	0.0046
Si	-0.0038	-0.0034	0.0009
Si	-0.0027	0.0001	-0.004
Si	-0.003	0.0043	0.0001
Si	0.0021	0.0024	0.0029
Si	0.0074	0.0059	-0.0008
Si	-0.0006	-0.0058	-0.0038
Si	-0.0024	0.0018	-0.0031
Si	0.0083	-0.0165	-0.0038
Si	0.0024	-0.0034	0.0004
Si	-0.0077	0.0069	0.0001
Si	-0.002	0.0034	-0.0017
Si	0.0025	0.0018	-0.0121
Si	-0.0008	-0.0037	0.0004
Si	0.0013	-0.0004	0.0041
O	0.0321	-0.0016	0.0029
O	0.0404	-0.0006	0.008
O	-0.0169	0.0173	0.0111
O	-0.0138	0.0252	0.0131
O	0.0086	0.0194	-0.0138
O	0.0131	0.031	0.0187
O	-0.0241	-0.0134	0.0103
O	0.0144	0.0002	0.0176
O	-0.0175	-0.019	0.0156
O	-0.0227	-0.046	-0.0101
O	0.005	-0.0149	0.0121
O	0.001	-0.0214	-0.0125
O	-0.0083	-0.0009	0.0325
O	0.0301	0.0087	-0.0022
O	-0.0022	0.0281	-0.0066
O	-0.0207	0.0053	0.0218
O	0.0209	0.0006	0.0053
O	-0.0094	-0.0042	-0.0246
O	0.0047	-0.0069	-0.0023
O	0.0121	0.0024	0.0099
O	0.0165	-0.0148	0.0048
O	-0.0118	-0.0329	0.0102
O	-0.0047	0.0107	-0.0068
O	0.0053	-0.0172	0.0119
O	-0.0031	-0.0247	0.0044
O	-0.021	0.0055	-0.0071
O	-0.0225	0.0045	-0.0111
O	-0.0086	0.0037	-0.0132
O	-0.006	-0.0255	-0.0144
O	0.017	0.0077	-0.0061
O	-0.0079	0.0181	0.0052
O	-0.014	0.0169	-0.0331
O	-0.0198	-0.0016	0.0258
O	-0.0224	-0.0099	-0.003
O	-0.0125	-0.0225	-0.0154
O	0.0181	-0.0092	-0.007
O	-0.0133	-0.0067	0.011
O	-0.0106	0.0212	-0.0014
O	-0.0216	-0.0128	-0.0208
O	-0.0161	0.008	0.0026
O	0.0086	0.0067	0.0226
O	-0.0019	-0.0006	0.0044
O	0.0119	-0.0103	0.0093
O	0.006	0.0003	-0.0146
O	-0.0001	0.0016	0.0251
O	-0.007	0.0202	0.0065
O	0.0181	0.0067	0.0177
O	-0.0069	-0.0134	0.0127
O	0.005	0.0162	0.0172
O	0.0076	-0.0083	0.0197
O	-0.0118	0.0042	-0.0199
O	0.032	0.0001	-0.0093
O	-0.0039	-0.003	-0.0112
O	-0.0165	-0.0111	-0.0109
O	-0.0014	-0.0019	-0.0291
O	-0.0259	0.012	-0.021
O	0.0007	0.0264	-0.029
O	0.0132	0.0096	0.009
O	-0.0043	0.0053	0.0249
O	0.0386	0.0453	0.0592
O	0.0194	-0.0051	0.0062
O	0.0028	0.0086	-0.0198
O	-0.0015	0.0022	-0.0053
O	0.0128	0.0237	0.0135
H	0.0112	-0.0021	-0.0126

The program warned: the cutoff lies below the one the program advises for these potential files; the forces do not sum to zero within the program's tolerance; the exchange-correlation potential is rough where the density is thin.
